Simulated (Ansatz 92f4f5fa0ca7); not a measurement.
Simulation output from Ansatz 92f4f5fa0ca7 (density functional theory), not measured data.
Periodic cell of 321 atoms, Si176O145, from a study of silicon, its oxide and their interface. The atomic structure is a simulated model.

Settings: functional PBE; potential files Ansatz PAW; basis plane waves; wave-function cutoff 700 eV; density cutoff ratio 5; exchange-correlation grid ratio 2; k mesh 1 x 1 x 1, Gamma-centred; self-consistency stop 5e-08 eV per atom in the density residual; occupations Fermi-Dirac, 0.05 eV; spin none; net charge 0.

Cell vectors (angstrom)
a 15.4691 0 0.0075
b 0 15.4691 0.019
c -0.5871 -0.9272 22.2148

Atoms: element, x, y, z (angstrom)
Si -2.3674 -1.6543 14.894
Si -2.6997 3.4181 14.7263
Si -2.6662 6.6067 14.7103
Si -2.6076 -4.0764 14.9451
Si 1.3141 -1.3102 14.6682
Si 1.4075 3.1687 14.7506
Si 1.8334 6.2945 14.321
Si 1.4117 -4.477 14.7997
Si 5.0686 -0.3835 14.6436
Si 5.0423 2.1113 14.6385
Si 5.2468 7.0628 14.9455
Si 5.2682 10.1946 14.924
Si 8.7414 -0.4867 14.3864
Si 9.0563 2.6607 14.6679
Si 9.1035 7.1783 14.9903
Si 7.2374 10.6482 16.0995
Si -0.5247 -0.9954 16.1166
Si -0.6526 2.9865 15.9383
Si -0.6952 6.8723 15.9578
Si -0.6113 10.684 16.0355
Si 3.2284 -0.9183 15.991
Si 3.2882 2.8482 16.0931
Si 3.2997 6.7135 16.1285
Si 3.3143 10.6346 16.168
Si 7.0054 -0.8473 15.9119
Si 7.0215 2.8919 15.8588
Si 7.1706 6.8256 16.22
Si 9.2609 10.3132 14.8891
Si -4.2673 -1.0411 16.1352
Si 10.9242 2.9688 16.106
Si 11.0278 6.8776 16.2457
Si 11.0862 10.7022 16.3517
Si -0.0697 1.9629 -4.87
Si 0.0186 5.825 -4.8392
Si -0.0511 9.6641 -4.7949
Si 0.0169 -1.9834 -4.7195
Si 3.7668 1.8823 -4.7701
Si 3.9272 5.7087 -4.7391
Si 3.7835 9.5952 -4.7492
Si 3.9207 -1.9148 -4.8177
Si 7.6883 1.9582 -4.8664
Si 7.6808 5.7101 -4.8353
Si 7.7722 9.688 -4.6657
Si 7.7521 -1.8637 -4.921
Si 11.6226 1.9108 -4.7903
Si 11.5626 5.8034 -4.7024
Si 11.69 9.6829 -4.5605
Si 11.6058 -1.9168 -4.5634
Si -1.9357 1.9517 -3.373
Si -1.9096 5.7348 -3.3977
Si -1.8588 9.6058 -3.2464
Si -1.8908 -1.9169 -3.2927
Si 1.833 1.868 -3.4594
Si 1.9476 5.7811 -3.4205
Si 1.8745 9.6417 -3.3987
Si 1.9753 -2.0254 -3.4437
Si 5.7625 2.0107 -3.4875
Si 5.8247 5.7286 -3.3443
Si 5.7704 9.5957 -3.4236
Si 5.8579 -1.814 -3.5085
Si 9.6269 1.8771 -3.4767
Si 9.5928 5.8047 -3.4185
Si 9.6848 9.7413 -3.295
Si 9.5955 -1.9278 -3.3979
Si -1.9268 0.0569 -1.9486
Si -1.9385 3.85 -1.9087
Si -1.8868 7.5842 -1.9501
Si -1.887 11.5951 -1.9558
Si 1.882 -0.1068 -2.1316
Si 1.8947 3.7984 -2.1238
Si 1.9629 7.7443 -2.0098
Si 1.956 11.5513 -2.0066
Si 5.7853 0.1487 -2.1287
Si 5.7932 3.8157 -1.9236
Si 5.8185 7.6587 -1.9913
Si 5.8354 11.6399 -2.2865
Si 9.6261 -0.052 -2.041
Si 9.6139 3.8319 -2.1463
Si 9.6374 7.7831 -2.0369
Si 9.6182 11.6714 -1.9147
Si 0.0592 -0.0555 -0.6365
Si 0.0887 3.7979 -0.5909
Si 0.0653 7.62 -0.5767
Si 0.0505 11.5697 -0.5876
Si 3.8137 0.0316 -0.7948
Si 3.7636 3.7693 -0.6575
Si 3.9024 7.7328 -0.5642
Si 4.004 11.6096 -0.86
Si 7.6687 0.0703 -0.7235
Si 7.8007 3.8536 -0.6018
Si 7.7528 7.7652 -0.5973
Si 7.5759 -3.8047 -0.7252
Si 11.5483 0.0042 -0.6031
Si 11.4469 3.8283 -0.6752
Si 11.5639 7.6636 -0.665
Si -3.8545 -3.8273 -0.6322
Si 0.6968 1.8233 0.6358
Si 0.8407 5.7013 0.6188
Si -0.3538 9.6027 0.6569
Si -0.2607 -1.978 0.7413
Si 3.1326 1.8287 0.6139
Si 3.2704 5.7181 0.5885
Si 3.1237 8.6903 4.4803
Si 4.405 -1.9187 0.3948
Si 8.4675 1.8891 0.5738
Si 8.383 5.8336 0.6481
Si 7.1145 9.7383 0.6018
Si 6.8248 -1.8301 0.4036
Si 10.8781 1.9165 0.644
Si 10.8201 5.7672 0.5622
Si -3.5544 9.625 0.6031
Si -3.4497 -1.9114 0.7355
Si -0.8072 2.0666 3.4268
Si -0.7435 5.0236 3.1175
Si 0.1413 9.0726 3.5908
Si 1.5578 -1.9962 3.4571
Si 4.0776 1.3517 2.7342
Si 4.1976 6.2089 3.5337
Si 4.6729 9.788 0.4742
Si 3.7944 -1.7924 2.6917
Si 7.0226 2.241 3.2836
Si 7.2728 5.4057 3.6128
Si 7.5948 10.4065 2.8672
Si 7.7534 -1.8902 2.5087
Si 11.5112 2.2625 2.9303
Si -3.5377 5.2258 2.5265
Si 10.5214 10.2891 3.3239
Si 10.7692 -2.0069 2.722
Si -0.1805 4.6802 10.7609
Si -3.6403 1.139 10.3366
Si -2.656 7.8037 7.0164
Si 3.5099 2.3337 5.5543
Si 0.6132 11.221 5.4358
Si 9.1476 1.5462 9.6487
Si 4.7032 10.844 3.3899
Si -3.4822 10.519 5.9514
Si -2.3218 5.9986 9.3215
Si -1.7979 6.7313 4.2458
Si 5.172 -1.6546 11.6312
Si -0.0525 -0.1655 5.4569
Si 3.5962 -1.4777 9.1862
Si 3.1792 5.1064 6.2543
Si -1.693 -2.7725 9.5529
Si 1.8452 2.3572 10.1697
Si 1.6268 7.0308 11.3776
Si 4.6657 2.9827 11.5221
Si 10.8003 -0.1548 7.9047
Si 6.3474 -0.8428 7.8854
Si -3.1396 7.6423 11.7586
Si 7.2771 8.3751 7.747
Si 9.8254 10.2491 8.0626
Si -1.7339 2.4477 12.1477
Si -3.4808 10.1669 10.2186
Si 5.685 3.7859 6.8849
Si 1.9936 9.8036 7.7828
Si 1.3041 -3.5509 9.8016
Si 0.823 0.9906 12.6262
Si 2.658 7.0036 8.4989
Si 4.4561 8.7181 7.245
Si 10.5956 0.0088 4.9233
Si 8.6946 4.9718 12.7046
Si 8.1779 -0.9205 11.3353
Si 8.9978 -2.3581 8.8907
Si 8.1208 5.5942 6.4386
Si -3.212 -1.3337 11.9934
Si 10.9586 -3.9441 12.6778
Si -1.6056 -2.5434 6.5187
Si 1.9843 0.7293 7.6031
Si 5.6761 5.6889 12.2085
Si 2.0137 9.9724 11.9775
Si 6.4351 2.094 9.2758
Si 7.459 -0.1749 5.0148
Si 5.064 10.7152 11.9957
Si 6.7192 8.2705 10.8613
Si 10.5679 6.218 8.0292
Si 9.5179 6.9631 10.8597
O 0.4425 7.0446 14.7501
O 10.0181 -1.2663 15.0078
O 0.1244 1.6079 2.1756
O 0.518 5.5831 2.2467
O 0.461 9.5925 2.082
O 1.5339 8.4706 4.1945
O 0.587 -2.0343 2.1355
O 5.55 2.033 2.6465
O 3.8326 5.4804 2.1296
O 5.7585 5.9348 3.8721
O 4.1622 10.3234 1.9455
O 8.0909 1.7336 2.1707
O 7.852 5.971 2.207
O 8.9614 9.8185 3.5706
O 9.3021 -1.3753 2.3465
O -2.3656 1.9231 3.0055
O -2.0016 4.8002 2.0387
O -1.9621 9.6422 1.0353
O -1.8467 -1.9269 1.1703
O -2.2857 -1.1398 13.3172
O -2.8759 2.6319 13.2886
O -2.7289 5.0116 14.3076
O -2.6741 7.492 13.3126
O 11.0827 -2.3482 12.457
O -3.145 10.9794 13.4377
O 1.5783 9.9827 13.542
O 1.3794 -2.9104 14.2589
O 1.1975 -0.459 13.2582
O 1.5879 2.1503 13.4753
O -2.354 -4.2626 9.6499
O 2.3358 6.7804 12.8349
O 1.4344 -4.1321 11.3089
O 4.9636 -1.1557 13.1704
O 4.7281 2.5834 13.0925
O 5.8853 2.1969 10.793
O 7.2026 4.2607 6.6084
O 5.093 6.0347 13.682
O 5.2918 -4.3894 13.5415
O 5.2414 8.6238 14.4055
O 6.5999 -1.1413 11.0906
O 6.2252 9.7034 11.4605
O 9.1064 1.0917 14.1977
O 8.4447 -1.0924 12.9161
O 1.0889 3.7755 10.3486
O 9.1748 3.5389 13.2798
O 9.1259 6.1244 13.7556
O 5.0998 -3.264 11.3271
O -0.4041 3.5952 3.808
O 1.0634 -0.8009 4.453
O -1.965 7.3285 8.4228
O 1.4418 -3.3597 4.3422
O 3.263 2.02 3.9827
O 4.2608 -0.2508 3.0681
O 3.2205 5.7104 4.7379
O 3.9262 7.8051 3.3628
O 3.6236 10.2357 4.4181
O 4.6963 -2.99 3.4232
O 7.2332 1.3828 4.632
O 7.275 3.7967 3.5731
O 8.2234 5.8975 4.8385
O -1.0839 8.0177 3.5361
O 7.8158 -3.4613 2.8758
O 9.4878 0.763 8.2524
O 10.7236 1.4141 4.0943
O 1.3821 8.6391 11.2893
O 11.2724 3.8734 3.222
O -3.316 6.4305 3.6367
O 10.622 -3.5722 3.1316
O -3.917 9.8997 4.5062
O 7.4689 6.8699 7.1901
O 11.2942 -1.1598 4.0195
O 10.5469 2.1435 10.2201
O -0.9645 3.8604 11.9313
O 4.7102 5.076 6.8188
O 5.0871 2.7217 5.7886
O 1.5646 10.2401 6.2873
O -0.19 -3.3493 6.4901
O 0.6168 0.2212 6.8874
O -3.8907 0.0693 11.5443
O 0.2708 6.1292 11.3567
O 3.6258 10.0058 7.8311
O 9.0514 -0.3728 5.2803
O 6.5276 -0.5613 6.2858
O 9.7515 6.9331 9.2507
O 10.9977 9.6289 9.0362
O 8.67 9.1928 7.6246
O -1.8966 6.9844 5.8376
O 10.715 7.6517 11.6931
O 10.5912 10.7749 6.7398
O -1.1025 4.933 9.4303
O -3.663 5.3427 8.643
O -2.0175 -2.2098 8.0548
O -2.3437 -1.872 10.7325
O 6.3545 0.5864 8.6742
O 9.0769 -3.9607 8.7316
O 2.6102 3.593 6.0575
O 2.3026 5.8413 7.4031
O 5.7531 7.0595 11.35
O 1.1443 10.6609 8.8278
O 1.7384 1.9926 8.5933
O 4.7541 4.6077 11.4352
O 2.5916 -0.4221 8.5283
O 9.5753 5.32 7.1167
O 6.7475 8.3816 9.2644
O 9.0196 -2.0148 10.4823
O 10.3114 -1.6928 8.1665
O 8.5677 0.552 10.7961
O 9.1665 8.7278 14.4259
O 7.6037 -1.7892 8.2864
O -2.3274 2.0029 10.703
O -0.5794 1.1814 4.7468
O 10.9278 10.8485 11.242
O -0.7675 1.2807 12.7373
O 3.633 9.9706 11.7802
O 1.527 4.6956 14.1633
O 3.3471 2.5294 10.7218
O 4.0319 -0.9861 10.6802
O 7.0459 -1.0941 3.7364
O 11.3213 0.0701 6.3838
O 5.5771 3.1021 8.3479
O 3.0809 1.0636 6.4519
O 4.208 7.5059 8.318
O 9.3838 5.3919 11.2981
O 7.9875 2.6142 9.3096
O -2.6097 6.3966 10.87
O 1.2027 1.1393 11.0552
O 9.6005 -4.285 13.5111
O 8.2307 7.8551 11.2936
O -0.3743 10.2898 4.5399
O 6.0132 9.0354 6.932
O -2.7126 -3.5169 5.8209
O -3.4908 0.3295 8.9251
O 2.6748 -2.8085 9.3479
O 3.6472 8.1784 5.9282
O 11.2361 7.3726 7.081
O 2.4669 6.5703 10.0539
O 1.6662 8.2449 8.1162
O 7.099 4.9534 12.4706
O -2.5585 9.4027 6.7192
O 10.9968 9.5473 1.9608
O 4.9396 -1.6093 8.2462
O 6.186 10.2068 3.6926
O -0.0765 -2.705 9.7371
O -1.3225 -1.167 5.6951
O -2.6566 9.0069 11.0133

Results
free energy: -194375.607 eV
free energy less fixed offsets of O -569.03, Si -635.61 eV per atom: 1.103 eV

Forces (eV/angstrom), in the order of the atoms: element, x, y, z
Si -0.0844 -0.1542 0.3247
Si 0.1043 -0.0252 0.3918
Si 0.0445 0.0607 0.3276
Si 0.1551 0.0867 0.3697
Si -0.0042 0.0574 0.4086
Si -0.036 -0.0244 0.3879
Si 0.1179 -0.0682 0.2344
Si -0.0434 0.0158 0.4632
Si 0.0268 0.0377 0.2922
Si 0.0633 -0.1165 0.3601
Si 0.0014 0.036 0.3497
Si 0.0357 -0.0065 0.4505
Si -0.2826 0.0827 0.2369
Si -0.1179 0.0325 0.4317
Si -0.034 -0.0681 0.3853
Si -0.0443 -0.0146 -0.0075
Si -0.0406 0.0055 -0.015
Si 0.0011 0.0189 0.0426
Si -0.1979 -0.0127 0.2115
Si -0.0335 0.0105 -0.0673
Si 0.021 -0.0022 0.0295
Si -0.0052 -0.0508 0.0183
Si 0.0223 -0.0078 0.0129
Si 0.0149 -0.0151 0.0175
Si -0.059 0.0267 -0.0302
Si 0.0082 -0.015 -0.0024
Si 0.0186 0.0108 0.0481
Si 0.0045 0.0212 0.402
Si 0.2611 0.0877 0.2554
Si -0.0194 -0.0447 0.0581
Si 0.0333 -0.0193 0.042
Si 0.0306 0.0066 0.0188
Si 0.0208 0.001 -0.0168
Si -0.0408 -0.0123 -0.0112
Si 0.0281 -0.0079 -0.0243
Si -0.051 0.007 -0.0113
Si 0.0043 -0.0011 -0.0228
Si -0.0057 0.0044 0.0238
Si 0.0358 0.025 0.0294
Si -0.0246 -0.0115 0.0036
Si -0.0091 -0.0025 -0.0004
Si 0.0248 0.04 0.0116
Si -0.0099 0.0095 0.049
Si 0.0151 -0.0222 -0.0085
Si -0.0322 0.0152 -0.0545
Si 0.0143 0.0071 0.0088
Si -0.0166 0.001 0.0078
Si -0.0261 -0.0023 -0.0451
Si -0.0254 -0.0135 -0.026
Si -0.0169 0.0146 -0.0209
Si -0.0532 0.0083 0.0352
Si 0.042 -0.0578 0.073
Si 0.0264 0.0243 -0.0153
Si -0.028 0.0173 -0.0147
Si 0.027 -0.0155 0.0116
Si 0.0125 -0.0125 -0.0205
Si 0.008 0.0435 -0.0193
Si -0.0402 0.0176 0.0093
Si 0.0313 -0.0069 -0.0117
Si -0.0169 -0.0285 0.0128
Si -0.0182 0.0334 0.0195
Si 0.0429 0.025 0.0074
Si -0.0425 -0.0127 -0.0247
Si 0.0178 0.0228 0.0044
Si 0.014 -0.0053 0.0195
Si 0.0222 -0.0413 0.018
Si -0.0028 0.0553 0.0102
Si 0.0161 -0.0116 -0.0365
Si 0.0135 0.0199 0.056
Si 0.0275 -0.0061 0.0573
Si -0.0111 -0.0508 0.0766
Si -0.0436 0.0006 -0.012
Si -0.0424 -0.0248 0.0537
Si -0.0026 0.0045 0.0244
Si 0.0467 0.0515 0.0846
Si -0.021 0.0499 0.0542
Si -0.0119 0.0221 0.0109
Si 0.0054 -0.0426 0.0521
Si 0.0151 -0.0566 0.0591
Si 0.0515 0.0056 -0.0171
Si -0.0128 0.0147 -0.0147
Si 0.0425 0.0087 -0.0003
Si -0.0082 -0.0658 -0.0493
Si -0.0382 0.01 0.0693
Si 0.017 -0.0035 -0.0624
Si -0.0295 0.0329 -0.0083
Si -0.0071 -0.0059 -0.0317
Si 0.0268 0.0023 -0.0461
Si -0.0075 -0.0112 -0.0414
Si 0.0298 0.0335 0.0418
Si -0.0267 0.0492 -0.02
Si -0.0664 -0.0113 -0.0012
Si 0.0373 0.0168 -0.0313
Si -0.0026 0.0141 -0.0042
Si -0.0051 -0.0894 -0.0226
Si 0.0232 0.0088 0.0216
Si 0.0968 0.0114 -0.3719
Si 0.0389 0.0342 -0.3796
Si 0.045 -0.0387 -0.4218
Si 0.0964 0.0048 -0.5571
Si -0.0002 -0.0278 -0.0703
Si -0.1234 0.0304 -0.3666
Si -0.0462 0.0242 -0.0802
Si -0.0182 0.0063 -0.0353
Si 0.0799 0.0203 -0.3699
Si 0.1558 0.0119 -0.4026
Si -0.0137 -0.0578 -0.0299
Si 0.0319 0.0537 -0.1107
Si 0.0255 0.03 -0.1078
Si 0.0366 0.0174 -0.0797
Si -0.0257 0.0189 -0.4227
Si -0.188 0.0293 -0.2256
Si -0.0239 -0.0055 -0.2038
Si -0.1031 0.1038 -0.0607
Si 0.0312 -0.0396 -0.0867
Si -0.0053 0.0245 -0.1147
Si -0.0881 0.034 -0.3512
Si -0.0413 -0.0285 -0.1701
Si 0.1498 -0.1505 -0.4039
Si -0.0656 -0.0477 -0.3153
Si 0.0924 -0.063 -0.2004
Si -0.019 -0.0579 -0.2168
Si -0.0855 -0.031 -0.4237
Si -0.1394 -0.0339 -0.2876
Si -0.0142 -0.0225 -0.3102
Si -0.1318 -0.016 -0.3128
Si -0.0289 0.0782 -0.1607
Si 0.0436 -0.0562 -0.1893
Si 0.0028 -0.0912 0.0492
Si -0.0392 -0.1013 -0.005
Si -0.0665 -0.053 -0.0526
Si 0.0439 0.0732 -0.0474
Si -0.0604 0.0827 -0.1018
Si 0.0614 -0.1985 -0.0075
Si 0.1503 -0.0215 -0.2796
Si -0.0302 -0.0323 -0.0434
Si -0.0007 0.0565 0.0021
Si 0.0869 -0.1451 -0.1289
Si 0.0397 0.029 0.2106
Si 0.0483 -0.0364 -0.1222
Si 0.0246 -0.0012 0.0124
Si 0.0991 -0.0381 -0.0997
Si -0.0549 -0.0503 0.1004
Si -0.0738 -0.0022 0.1173
Si 0.0112 -0.0357 0.1243
Si 0.0079 -0.0281 0.1316
Si -0.1029 0.1023 0.0596
Si 0.0383 0.0487 0.0162
Si -0.0306 -0.0468 0.1054
Si 0.0216 0.0039 0.0396
Si 0.0717 0.0302 -0.0216
Si 0.0603 0.0276 0.112
Si -0.0047 0.1145 0.1246
Si -0.1223 -0.0157 -0.0509
Si 0.0844 -0.0477 -0.0328
Si 0.0091 0.0063 0.0001
Si 0.0349 0.0567 0.1439
Si 0.0331 0.0998 -0.0437
Si -0.1268 0.0228 -0.0421
Si -0.0797 0.0289 -0.1313
Si -0.0325 0.0882 0.2046
Si -0.0073 0.0336 0.1078
Si -0.0195 0.1482 0.0118
Si -0.0464 0.0579 -0.0639
Si 0.0932 -0.0852 0.1174
Si 0.1712 -0.0368 0.2245
Si 0.1096 -0.077 -0.0151
Si -0.0188 0.0441 -0.0635
Si 0.1256 0.0233 0.1573
Si 0.0443 0.0343 0.1251
Si 0.0068 -0.0659 -0.0429
Si 0.087 -0.0372 -0.1209
Si -0.0548 0.0271 0.1455
Si 0.0287 -0.0623 0.069
Si 0.0783 0.0724 0.0521
Si 0.0147 -0.0596 0.0531
O -0.0191 0.1013 -0.0389
O 0.0286 -0.1233 -0.0021
O -0.0002 -0.1094 0.1457
O 0.1085 0.0543 0.2036
O 0.1644 0.0607 0.1174
O 0.0406 -0.1229 0.0623
O 0.1811 -0.0008 0.2386
O -0.0341 0.0699 -0.0779
O 0.0774 -0.0894 0.1702
O 0.0359 0.048 0.093
O -0.1776 0.0807 0.0476
O -0.0201 -0.015 0.2127
O -0.0876 0.0849 0.1999
O 0.0159 -0.1906 0.2108
O 0.0976 0.1395 -0.1433
O -0.0081 -0.0917 -0.0288
O 0.0924 -0.0453 -0.0608
O -0.0127 -0.0138 0.1329
O -0.1037 0.0321 0.1777
O 0.1643 0.1434 -0.1763
O -0.152 -0.1084 -0.1008
O -0.0374 0.0138 -0.1196
O 0.0432 0.1531 -0.151
O -0.2128 0.115 -0.0559
O 0.039 -0.1445 -0.2471
O -0.0447 -0.1397 -0.1236
O 0.0154 0.0446 -0.166
O -0.0031 -0.037 -0.2387
O 0.1498 -0.065 -0.0747
O 0.0707 -0.1005 -0.0626
O 0.1444 0.0744 -0.1764
O -0.0961 0.1125 0.0706
O -0.0583 -0.111 -0.1728
O -0.0275 0.0149 -0.1185
O 0.0855 -0.0842 0.0666
O 0.1258 -0.1094 0.0289
O -0.0695 -0.1276 -0.0832
O 0.0508 0.1941 -0.1299
O -0.0333 0.001 -0.1496
O -0.0184 0.0296 -0.1092
O 0.1199 0.0245 -0.0779
O 0.066 0.0592 -0.1244
O 0.0189 -0.1545 -0.1388
O 0.0892 0.0777 -0.098
O 0.0681 -0.0301 -0.2397
O 0.0876 -0.0511 -0.132
O 0.027 -0.0553 -0.159
O 0.0716 0.0702 0.2723
O 0.0752 0.0964 0.0552
O 0.2091 0.1429 0.0336
O 0.1223 -0.0986 0.0621
O -0.1687 0.0704 0.0989
O 0.0095 -0.0142 0.1315
O -0.1582 -0.0364 0.0179
O 0.0815 0.0625 -0.1203
O -0.1041 0.1377 0.1978
O 0.0061 0.0512 0.2196
O -0.0153 0.1127 0.2195
O 0.0207 0.0117 0.0972
O 0.1822 0.1261 0.0163
O -0.0579 0.0482 -0.0685
O 0.0266 -0.0299 0.1481
O -0.1291 0.0808 -0.1572
O -0.0664 0.0566 0.1946
O -0.1443 0.0612 -0.128
O -0.1614 0.0166 0.1988
O -0.0888 0.1663 0.187
O 0.0219 0.0066 0.1023
O 0.1149 -0.1455 0.0461
O -0.0766 0.0089 0.0284
O 0.1892 0.001 0.1735
O 0.0132 0.3101 0.1004
O -0.0096 0.138 0.0485
O 0.0979 0.1654 0.1199
O 0.1699 -0.1075 -0.0825
O 0.0594 -0.0597 -0.0152
O 0.0714 0.0119 0.1339
O -0.0828 0.007 0.1547
O -0.1111 0.0494 0.0911
O -0.1271 0.0504 0.0296
O 0.1719 0.2386 0.1028
O 0.0082 -0.0638 0.1311
O -0.1294 -0.0446 -0.0031
O -0.0828 0.0414 -0.0606
O -0.0292 -0.1096 -0.0196
O 0.0212 0.0232 -0.078
O 0.1345 -0.1133 0.1255
O -0.1089 0.1165 0.084
O -0.1316 0.1181 -0.0442
O 0.0216 -0.1077 -0.2298
O -0.0337 -0.3016 -0.0021
O -0.083 0.1175 0.0221
O 0.1223 0.0188 -0.1114
O -0.0337 -0.0166 -0.0109
O -0.1269 -0.029 0.073
O -0.281 0.0152 0.0488
O -0.1951 -0.0676 0.0428
O -0.132 0.0464 -0.1281
O -0.1416 -0.0655 0.0075
O -0.0703 0.117 -0.0667
O -0.1184 0.1093 -0.1855
O -0.0457 -0.0487 0.0307
O 0.0728 -0.2046 -0.0568
O -0.0795 0.0175 -0.0341
O 0.0852 -0.1768 0.0532
O 0.092 -0.1651 -0.0596
O -0.0429 0.0879 0.1047
O -0.001 0.0029 -0.1583
O -0.0778 -0.1023 -0.063
O 0.0519 0.072 -0.2139
O -0.0354 0.0406 0.1649
O -0.1914 -0.029 -0.1312
O -0.1306 -0.1292 0.0512
O 0.0307 -0.1164 -0.1226
O -0.027 0.0383 -0.1305
O 0.034 -0.0014 -0.0717
O -0.1072 0.1317 0.0679
O -0.1746 0.0251 0.1497
O 0.2042 0.0464 0.029
O -0.0742 0.0685 0.093
O 0.0838 -0.1526 -0.0124
O 0.1654 -0.1237 0.1688
O 0.0753 -0.1827 -0.1889
O 0.0658 0.2516 -0.0437
O 0.0466 -0.115 0.0782
O 0.0042 -0.1719 -0.1469
O -0.1333 0.1051 -0.1916
O 0.0351 0.1435 0.0892
O -0.2059 0.0189 0.0367
O 0.0941 0.1268 -0.1239
O -0.071 0.0555 -0.093
O 0.2283 -0.0398 -0.1115
O 0.0682 -0.0445 -0.057
O -0.0077 -0.1321 0.0373
O -0.1656 0.0526 -0.1242
O 0.1149 -0.1307 -0.0129
O -0.2636 -0.0545 0.0161
O -0.0382 -0.1287 -0.0479
O 0.1473 0.0653 0.0753
O -0.1008 -0.1417 0.1348
O 0.007 -0.1428 -0.1226
O 0.0197 -0.1027 0.2696
O 0.036 0.1313 0.0517
O -0.1914 0.0352 -0.0355
O 0.2036 0.0647 -0.0369

The program warned: the cutoff lies below the one the program advises for these potential files.
